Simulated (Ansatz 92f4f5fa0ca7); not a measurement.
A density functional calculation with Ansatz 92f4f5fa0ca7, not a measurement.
Periodic cell of 256 atoms, Si144O112, from a study of silicon, its oxide and their interface. The atomic structure is a simulated model.

Settings
functional: r2SCAN
potential files: Ansatz PAW
basis: plane waves
wave-function cutoff: 800 eV
density cutoff ratio: 5
exchange-correlation grid ratio: 1
k mesh: 1 x 1 x 1, shifted by 0.5 0.5 0 of a step
self-consistency stop: 1e-10 eV per atom in the density residual
occupations: fixed
spin: none
net charge: 0

Cell vectors (angstrom)
a 10.888 0 0
b 0 10.888 0
c 0 0 36.2432

Atoms and the computed forces on them: element, x, y, z (angstrom), force x, y, z (eV/angstrom)
Si -1.4076 -1.5935 1.4959 0.0033 0.0065 0.1346
Si 0.1436 -0.5023 0.0415 -0.0034 0.0259 0.0301
Si -0.2901 5.432 -1.9692 -0.1278 0.1407 0.1311
Si -0.9903 5.6613 0.2627 -0.1426 -0.0711 -0.0144
Si 6.1463 -5.3012 -4.3601 0.062 -0.004 0.2266
Si 7.1946 1.7033 -1.0856 0.0154 -0.0048 0.1127
Si 5.2012 4.7848 1.2474 0.0791 0.0154 0.1064
Si 7.3823 8.4561 -1.3196 0.0934 -0.059 0.1062
Si 2.7053 -0.0773 2.5974 -0.0223 0.0369 -0.0471
Si 6.649 6.5402 1.8778 0.0544 0.0541 0.0208
Si 2.0913 7.9232 -0.1853 0.0118 0.0449 0.1725
Si 0.8986 6.6649 1.4161 0.069 -0.0129 -0.0063
Si 7.4908 1.9596 1.275 -0.1033 0.0336 0.1158
Si 9.1426 3.809 1.5667 -0.0412 0.016 0.069
Si 5.4484 3.9945 -1.7528 0.0142 -0.04 0.1866
Si 8.3011 7.4167 0.5088 -0.0383 -0.0424 -0.0405
Si 0.0146 2.6628 2.6371 -0.0108 -0.0717 0.0236
Si 1.3604 1.2781 1.1851 -0.0649 -0.06 0.1303
Si -0.0573 8.1317 2.9432 -0.005 -0.0583 -0.0327
Si 2.5541 5.5822 2.6776 -0.0126 0.0754 0.0829
Si 5.6939 2.831 2.5535 0.0207 -0.1128 -0.0751
Si 8.217 0.0667 2.5908 -0.0064 0.0253 0.0036
Si 5.3034 8.2537 2.6593 -0.0122 -0.0656 -0.0021
Si 8.1612 5.3092 3.1103 0.1007 0.0475 0.0553
Si 1.3756 4.0421 4.0176 -0.039 0.0856 -0.0003
Si 4.1536 1.4056 3.8397 0.026 -0.0518 0.0185
Si 1.3831 9.5419 4.1077 0.0146 0.0777 -0.0104
Si 3.9587 6.9032 4.0822 -0.022 -0.0097 0.02
Si 6.7597 3.9799 4.3139 0.0446 0.0331 -0.0286
Si 9.5739 1.3183 4.068 0.0549 0.0274 0
Si 6.7529 9.6264 3.9596 0.0459 0.0022 0.0074
Si 9.53 6.763 4.2872 0.0098 -0.0412 0.0328
Si 0.0278 -0.0047 5.4463 -0.0288 -0.0547 -0.0029
Si 2.7707 2.6916 5.3409 -0.0401 -0.01 -0.0253
Si 0.0587 5.3775 5.5105 -0.0258 0.034 -0.0243
Si 2.6888 8.2121 5.5237 0.0118 -0.0426 -0.0342
Si 5.432 0.0771 5.3601 -0.0113 0.031 0.0131
Si 8.2148 2.6452 5.5257 -0.0386 0.0119 -0.014
Si 5.3509 5.4747 5.4307 0.037 -0.0222 0.0128
Si 8.0847 8.2144 5.4225 0.0474 0.0187 -0.0153
Si 1.3953 1.3615 6.7722 0.0031 -0.004 0.0049
Si 4.0643 4.0708 6.7808 0.0204 0.0261 -0.0211
Si 1.3682 6.789 6.8622 -0.0381 -0.0443 0.0015
Si 4.0779 9.6111 6.784 -0.0013 -0.039 -0.014
Si 6.7969 1.3315 6.8304 0.0358 0.0028 -0.0003
Si 9.5621 4.0401 6.863 -0.0172 0.0096 0.0107
Si 6.7369 6.8252 6.7821 0.0065 0.0024 -0.0067
Si 9.5395 9.5176 6.7657 -0.0239 0.0033 0.0122
Si 0.0316 2.6605 8.2005 -0.01 0.0433 -0.0155
Si 2.7265 0.0436 8.1981 -0.0466 0.0019 -0.0209
Si -0.0065 8.1773 8.1859 -0.014 -0.0277 0.0026
Si 2.7533 5.4238 8.1753 -0.0227 0.0475 0.0129
Si 5.4196 2.718 8.1791 0.0784 0.0464 -0.013
Si 8.2082 -0.0192 8.1221 -0.0105 -0.0611 0.004
Si 5.3924 8.2052 8.1317 -0.0113 0.0055 0.0181
Si 8.1505 5.4581 8.1303 0.0257 0.0183 0.0099
Si 1.4514 4.0014 9.4964 -0.0384 -0.0284 0.0562
Si 4.0733 1.3691 9.6087 -0.0106 -0.0221 -0.0101
Si 1.3715 9.5529 9.5676 0.0544 0.0033 -0.0307
Si 4.032 6.8729 9.539 0.0112 -0.0332 -0.0129
Si 6.8048 4.091 9.5077 -0.009 0.0006 -0.0028
Si 9.5248 1.291 9.5647 -0.0163 0.0232 0.0158
Si 6.8347 9.5262 9.4104 0.0307 -0.0167 -0.0054
Si 9.4941 6.8256 9.5178 -0.0105 -0.0114 0.0028
Si -0.0256 -0.0687 10.982 -0.0141 -0.0664 0.0317
Si 2.7079 2.6954 11.0431 0.0168 -0.0105 -0.0096
Si 0.0821 5.4096 10.697 -0.0238 -0.0267 -0.0168
Si 2.726 8.2486 11.0118 0.0274 -0.004 -0.0121
Si 5.5492 -0.0309 10.8074 -0.0099 0.0061 -0.0102
Si 8.1143 2.6589 10.883 -0.0311 -0.0186 -0.0071
Si 5.4248 5.4936 10.8113 0.0206 -0.0291 -0.004
Si 8.0752 8.2141 10.8552 -0.0789 0.0321 -0.0187
Si 1.2569 1.3118 12.4153 0.0251 -0.0364 -0.0647
Si 4.12 4.2127 12.2385 -0.0721 0.0524 -0.0317
Si 1.2478 6.8019 12.1869 -0.0742 -0.0014 0.0807
Si 5.6522 8.1381 13.8913 0.0407 -0.0176 -0.0022
Si 6.6875 1.3753 12.331 -0.0125 0.0449 -0.0011
Si 9.6285 4.0394 11.9951 0.0364 0.0075 -0.0821
Si 6.7496 6.8171 12.218 -0.0134 -0.0163 -0.0325
Si 9.3837 9.5149 12.3212 -0.0026 -0.1335 0.0059
Si -0.0462 2.8395 13.6088 0.0196 0.0145 0.0202
Si 2.6977 0.4248 14.099 0.0267 -0.0062 -0.1608
Si -0.7758 7.4268 13.2647 0.099 0.0634 -0.0302
Si 2.7537 5.6469 13.5323 0.0158 0.025 -0.1243
Si 5.4809 2.9653 13.7135 0.0629 0.0077 -0.1084
Si 7.3171 -1.4951 15.302 0.0368 0.0539 -0.291
Si 4.4246 9.4665 12.3082 -0.0603 -0.1334 -0.1235
Si 8.4678 5.6093 13.1744 0.0012 0.041 -0.0337
Si 1.7054 3.9726 14.7193 0.0779 -0.0632 -0.128
Si 3.5149 2.4141 15.093 -0.0657 0.1674 -0.0317
Si 1.0252 9.742 18.4065 0.0501 -0.0503 -0.2592
Si 2.1612 8.7243 15.9637 0.1125 -0.0983 -0.1916
Si 7.4622 4.0472 14.6909 -0.0524 0.0603 -0.0502
Si 9.7538 0.8128 17.8336 -0.0556 0.0495 -0.1959
Si 9.0163 12.9583 14.9452 0.0269 -0.0611 -0.2099
Si 10.0398 7.7022 15.5027 0.0232 -0.0064 -0.2694
Si -0.0564 3.1888 23.2507 0.0157 0.06 -0.0626
Si 6.3026 19.8378 25.7757 -0.0218 -0.0428 0.0699
Si 5.7564 24.437 22.5005 0.0003 0.0056 -0.1797
Si -3.8101 18.1755 19.2603 0.0068 0.0442 -0.2099
Si 5.0778 0.9759 19.9109 -0.0227 0.0221 -0.2145
Si 17.9486 -0.6797 18.2769 0.0469 -0.043 -0.216
Si 12.8694 5.9711 34.3985 -0.0557 -0.0977 -0.0197
Si 4.6721 -6.3214 27.4626 0.0201 -0.014 0.2072
Si -10.9181 11.1086 27.1185 0.0368 -0.049 0.1575
Si 0.0702 9.534 29.4961 -0.0541 -0.0393 0.2441
Si -12.3545 -21.8617 34.6547 -0.0168 0.0241 0.1192
Si 1.7929 5.5502 26.9334 -0.0073 0.0845 0.1351
Si -2.8028 22.1576 26.3638 -0.0186 0.0092 0.0577
Si 3.7473 -12.4988 37.3128 0.0633 -0.0001 0.2669
Si -11.3952 3.4702 19.2456 0.0215 -0.0177 -0.2272
Si -8.5864 -14.7234 24.4124 -0.01 -0.0111 -0.0762
Si 0.117 27.1165 17.1291 0.0637 -0.0585 -0.262
Si 2.7947 -11.5863 20.6199 0.01 0.0206 -0.2054
Si -13.1992 6.9197 32.5047 -0.0108 -0.0208 0.25
Si -4.0983 16.446 21.9001 0.0295 0.0693 -0.1794
Si -4.6116 -3.8596 28.1958 0.0184 0.0479 0.2465
Si 5.0363 -0.6056 34.7568 0.0253 0.0357 0.1603
Si 0.1681 21.7477 32.2072 -0.0181 0.0473 0.2119
Si 26.5907 -7.47 30.2465 0.0077 0.0561 0.2463
Si 13.5562 13.9821 35.1293 -0.0567 -0.0272 0.0647
Si -5.6864 -10.4179 27.0104 -0.0166 0.0004 0.1894
Si -21.1243 20.5092 24.6097 -0.0105 0.0022 -0.0165
Si 4.1447 2.7454 25.175 0.0259 0.0152 0.0354
Si 15.9683 7.308 23.5701 -0.0057 -0.0246 -0.1121
Si 8.3933 12.2689 23.5142 -0.0032 -0.0086 -0.0558
Si -6.0495 11.3081 30.1209 -0.0406 -0.0222 0.2359
Si 2.8389 7.2228 21.5562 -0.017 -0.0235 -0.1579
Si 3.1834 -0.8234 32.1113 -0.0025 0.0254 0.1898
Si 20.6588 -11.8351 22.301 -0.0022 -0.0501 -0.1698
Si 5.0614 8.3651 30.6551 -0.0446 -0.0079 0.2305
Si 8.1254 21.9256 13.7621 0.0438 0.058 0.0577
Si -5.0116 5.4218 16.9979 -0.0155 0.0043 -0.1404
Si 2.3057 -6.0283 31.5218 -0.0383 -0.0315 0.2465
Si 9.7818 5.243 21.4714 -0.0083 -0.0096 -0.1876
Si -11.8533 -3.0296 20.0443 -0.0145 -0.0185 -0.1733
Si 19.9288 7.478 29.6736 0.0267 0.0071 0.2375
Si 22.8846 -7.9403 25.9898 0.0162 0.0141 0.0368
Si 22.6751 17.6609 29.4898 -0.0398 -0.0245 0.2122
Si 4.1421 14.1347 18.0481 -0.0156 -0.0196 -0.1895
Si 0.5271 -7.9295 32.9578 0.0052 -0.0497 0.1271
Si 1.2837 0.7361 22.588 0.0294 -0.0197 -0.116
Si 1.9626 5.1199 19.3033 -0.0383 -0.0456 -0.1929
Si 25.6565 17.9404 15.1145 -0.1399 0.1262 -0.1088
O -3.1404 5.5978 -4.1481 -0.02 -0.0282 -0.0858
O -6.2785 0.4471 -7.7248 -0.0011 0.0148 -0.2105
O 5.8976 8.5288 -11.9845 0.015 0.0356 0.0012
O 5.1628 -3.0841 -7.1219 0.0218 -0.0409 -0.1628
O -3.853 4.9879 -20.2769 -0.0093 -0.0018 0.1074
O -3.2134 -3.152 -2.7093 -0.0117 -0.0495 -0.21
O 15.0759 2.9658 -1.6719 -0.0227 -0.0147 0.0007
O 5.8857 5.5043 -8.3343 0.0047 -0.0382 -0.0707
O 6.1394 -4.7397 -12.9899 -0.0084 0.008 0.0721
O 12.475 -4.8832 -10.8498 -0.0058 -0.0114 -0.0349
O 10.8652 9.9313 -10.2245 -0.0005 -0.0128 -0.0468
O 8.173 -1.0336 -1.225 -0.0021 0.0758 -0.0655
O 4.2326 -0.506 -0.0772 0.0282 -0.0135 -0.1075
O 10.5819 10.449 -5.4951 -0.0157 -0.0432 -0.1818
O 16.6962 -2.0326 -1.377 -0.0365 -0.0111 -0.0365
O -8.6241 9.1049 17.5464 -0.041 0.074 0.1891
O -4.9916 15.4295 30.6785 -0.0269 -0.0536 -0.1271
O 1.1563 -1.6531 35.6084 0.0153 0.003 -0.045
O 2.656 11.1444 21.9108 -0.027 0.0526 0.1049
O 4.5692 16.9363 16.2448 0.0883 -0.1198 0.1317
O -2.2188 30.3364 15.7964 -0.0187 -0.025 0.1264
O 2.2779 -11.7004 15.0653 -0.069 0.0102 0.0809
O -19.3517 8.6407 20.9035 -0.0192 -0.0431 0.0735
O 12.6076 -0.224 19.5237 0.0331 0.039 0.1244
O -10.3063 8.3505 15.879 0.0128 0.1078 0.1296
O 20.197 34.2678 16.4958 0.0463 -0.0683 0.2497
O 20.2905 4.1128 20.3564 -0.0601 0.0224 0.1239
O 5.1386 20.7459 26.424 -0.0163 -0.0098 -0.0414
O 10.9278 21.8438 21.78 -0.0038 0.0316 0.0329
O 0.1527 21.6618 17.5091 0.0139 -0.012 0.0497
O 3.1146 4.4048 18.4547 -0.0146 0.0366 0.0615
O 1.0789 -6.7773 27.1183 -0.0207 -0.0636 -0.0354
O 1.8325 8.5492 24.7819 0.0136 0.0222 0.0192
O 15.1149 23.9312 19.2162 0.0093 -0.0602 0.1342
O 8.6414 1.2113 25.0953 0.0217 0.0148 0.0098
O 11.957 6.0202 18.2698 0.0248 0.0139 0.1086
O -1.5371 30.6959 21.1319 -0.0098 0.0552 0.1144
O -4.1643 19.7628 19.1449 -0.0253 -0.0236 0.1097
O 5.4675 12.4497 21.3563 0.0271 0.0496 0.1605
O 2.4043 -17.093 35.3532 0.096 0.0418 -0.0148
O 8.6166 -0.2282 18.33 0.0011 -0.0334 0.0909
O 9.9871 17.2416 16.4083 -0.0339 -0.0779 0.1748
O -4.4323 6.5519 17.9761 0.033 0.0396 0.1016
O 3.7383 2.4218 16.7187 -0.0078 0.0115 0.1701
O 3.6294 -2.2389 31.4059 0.0183 -0.0511 -0.0751
O -9.7641 4.623 16.1013 -0.0902 0.0841 0.22
O -6.3928 -18.2964 28.6593 -0.0079 0.0215 -0.1841
O 13.5232 -5.1734 32.8854 0.0733 -0.0231 -0.0984
O -1.6016 -10.4183 27.4428 -0.0339 0.0197 -0.035
O -0.4728 -1.7712 23.549 0.0118 -0.0186 0.0677
O 1.9521 -4.0816 22.8473 -0.0196 -0.0195 0.0773
O 10.7943 4.6386 22.5647 0.0344 -0.0048 0.0901
O -2.3904 10.8318 22.7586 -0.0271 0.0285 0.042
O 6.1596 14.9491 21.7607 -0.0086 -0.0254 0.0421
O -16.2586 14.9448 17.7899 0.0172 -0.0625 0.0865
O 11.6097 -11.264 28.4094 0.0023 0.0745 -0.1492
O 26.1105 -14.2297 22.1335 0.0353 0.0128 0.0478
O 4.566 2.8196 23.605 -0.0496 -0.0028 0.0421
O -15.2404 17.3921 20.5846 -0.0314 -0.0544 0.1281
O 14.3422 0.2992 30.9685 0.0303 0.042 -0.1084
O 2.6476 6.0422 20.4517 0.0457 0.0691 0.1235
O 8.3786 -5.2976 22.1697 -0.0263 -0.0064 0.0725
O 13.2288 2.2338 36.4665 0.0428 0.0999 -0.1001
O -0.8924 -0.6358 33.2531 0.0626 -0.0678 -0.1388
O 6.9649 -8.8288 23.3582 0.0167 -0.0114 0.0603
O -19.2186 -7.9006 25.2783 0.0044 0.0037 -0.0253
O -15.1218 9.9466 16.7057 -0.0506 0.0436 0.1609
O -4.8239 11.523 34.6762 -0.045 -0.0071 -0.0705
O 1.157 17.5405 27.9066 0.0409 -0.0317 -0.1486
O 3.9269 -11.037 13.2172 0.0484 0.0473 0.0146
O -7.3914 -7.037 31.0978 0.0332 -0.0356 -0.0669
O 0.9907 -7.0028 19.7728 -0.0052 0.0181 0.1054
O 5.4083 4.8241 35.8743 -0.0205 -0.0021 -0.1484
O -0.7866 15.0887 17.8276 -0.0276 -0.0127 0.0925
O -5.1982 -3.7658 31.5274 -0.0188 0.061 -0.0899
O 5.6741 9.9277 30.5497 0.04 0.0125 -0.0756
O -9.6324 0.1476 24.0921 0.0091 0.0114 0.0558
O -10.85 -7.5795 24.8455 -0.0057 -0.0057 0.0471
O 3.9068 -3.9968 24.6081 -0.0123 -0.0016 0.0452
O 12.517 -0.6661 32.5123 0.0369 -0.024 -0.0328
O 40.3538 9.7899 25.8082 0.0347 -0.0043 -0.0329
O -4.4249 18.5633 26.7386 0.0156 0.0291 -0.1091
O -21.6909 19.4816 19.0682 -0.0205 -0.0273 0.0958
O -6.6073 -0.4242 20.0812 -0.0136 -0.0321 0.0495
O 21.7943 -9.311 32.3355 0.0013 0.0033 -0.0597
O 11.6459 12.4335 26.6824 0.013 0.0378 -0.0401
O -11.8191 6.4747 33.1932 0.0274 -0.0151 -0.1156
O 20.4976 8.8076 28.9389 -0.0026 0.0425 -0.0909
O -0.7774 1.8953 19.0018 0.0172 0.0358 0.1114
O 1.0203 -6.9654 31.7667 0.0285 0.0245 -0.0901
O 17.6914 3.1195 34.4626 -0.0087 0.0185 -0.0721
O -9.7066 2.3376 22.6336 0.0086 0.0484 0.0126
O 6.2899 11.4747 18.9186 -0.0276 0.0437 0.0667
O -11.2626 6.5579 20.8357 0.0287 0.0006 0.0735
O 4.9539 -7.0291 26.0384 0.0091 -0.0186 -0.0877
O 16.2632 -8.9776 30.549 0.0185 -0.0211 -0.07
O 7.6856 -14.7773 28.9864 -0.073 -0.0377 -0.1291
O 14.2348 16.3506 27.3281 -0.0104 0.006 -0.0458
O 8.7919 18.7541 31.2258 0.0138 0.0247 -0.16
O 1.0804 30.1089 29.9151 0.0413 0.0134 -0.0625
O 26.1685 12.2309 25.9324 -0.0203 0.0046 -0.0521
O 10.3581 3.8632 33.8033 0.016 -0.0213 0.0069
O -2.1938 18.132 19.1901 0.0606 -0.0035 0.0779
O -2.1967 12.2593 34.5802 0.0213 -0.0101 -0.0197
O 16.3305 -16.7521 33.2448 -0.0114 0.0519 -0.1207
O -4.1402 11.8751 27.0522 0.0368 0.0058 -0.0353
O -1.408 13.2752 22.8946 -0.0087 -0.0123 0.0087
O 14.9516 10.2848 33.4644 -0.0706 -0.0179 -0.083
O 12.6164 2.5297 33.9508 -0.0364 -0.0463 -0.0886
O -7.2663 15.8972 37.806 -0.0775 -0.0435 -0.001
O 10.2239 6.3558 29.7062 0.0309 -0.0223 -0.0836
O 23.7202 5.8724 30.3191 -0.0266 0.0699 -0.1231

Results
free energy: -155984.487 eV
free energy less fixed offsets of O -570.45, Si -639.56 eV per atom: 2.553 eV

The program warned: the cutoff lies below the one the program advises for these potential files; the forces do not sum to zero within the program's tolerance; empty levels may hold ghost states of the PAW files; the exchange-correlation potential is rough where the density is thin.
